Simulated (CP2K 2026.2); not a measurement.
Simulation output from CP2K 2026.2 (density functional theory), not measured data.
Periodic cell of 504 atoms, Si360O144, from a study of silicon, its oxide and their interface. The atomic structure is a simulated model.
Doubt: the forces sum to 0.93 eV/angstrom along one axis rather than to zero, so they err by at least 0.0019 eV/angstrom per atom on average; the grid cutoff is modest.

Settings
functional: PBE
method: Gaussian and plane waves
basis set: DZVP-MOLOPT-SR-GTH
pseudopotentials: GTH-PBE
grid cutoff: 350 Ry, relative cutoff 50 Ry
k points: Gamma only
occupations: fixed
spin: none
net charge: 0

Cell vectors (angstrom)
a	16.32	0	0
b	0	16.32	0
c	3.6672	-5.0418	34.1995

Atoms and the computed forces on them: element, x, y, z (angstrom), force x, y, z (eV/angstrom)
Si	0.925	15.259	0.049	0.131	-0.007	-0.272
Si	3.878	1.695	0.162	-0.136	0.126	-0.195
Si	1.587	3.718	0.305	-0.051	-0.01	-0.243
Si	3.831	6.864	0.015	0.003	-0.149	-0.504
Si	1.671	9.197	0.098	-0.155	0.138	-0.497
Si	7.987	7.048	34.156	-0.04	0.109	-0.183
Si	7.071	14.791	0.015	0.023	-0.035	-0.237
Si	9.439	1.553	0.061	-0.033	-0.099	-0.144
Si	7.212	3.777	0.005	-0.251	0.12	-0.261
Si	9.716	6.474	0.169	0.111	0.05	0.005
Si	6.421	9.766	0.115	0.032	0.093	-0.223
Si	9.197	12.528	0.14	-0.068	-0.002	-0.294
Si	12.399	14.684	0.005	-0.071	-0.013	-0.187
Si	15.104	1.218	0.167	0.034	0.005	-0.279
Si	11.959	4.361	0.12	0.139	0.122	-0.209
Si	14.71	7.091	0.214	-0.059	0.004	-0.29
Si	12.52	9.247	0.144	0.054	-0.073	-0.248
Si	18.315	7.407	34.111	0.139	-0.195	-0.217
Si	2.689	-0.008	1.325	-0.18	0.044	-0.259
Si	5.478	2.822	1.433	0.195	-0.039	-0.21
Si	2.737	5.391	1.492	-0.086	-0.067	-0.162
Si	5.359	8.104	1.389	-0.033	0.053	-0.083
Si	2.742	10.903	1.33	0.147	-0.08	-0.132
Si	5.462	13.631	1.357	0.069	-0.067	-0.258
Si	8.238	-0.013	1.4	-0.027	0.094	-0.218
Si	10.871	2.759	1.477	-0.007	0.084	-0.217
Si	8.208	5.319	1.514	-0.024	0.025	-0.23
Si	10.876	8.121	1.439	-0.007	-0.017	-0.356
Si	8.059	10.897	1.423	-0.012	0.033	-0.213
Si	10.839	13.613	1.44	0.034	-0.035	-0.156
Si	13.528	-0.038	1.389	0.102	-0.093	-0.182
Si	16.3	2.634	1.607	0.051	0.11	-0.233
Si	13.556	5.477	1.488	-0.034	-0.045	-0.247
Si	16.325	8.221	1.479	0.086	-0.11	-0.132
Si	13.632	10.878	1.412	-0.018	0.068	-0.216
Si	16.209	13.602	1.357	-0.119	-0.023	-0.19
Si	1.383	1.279	2.871	0.009	-0.13	0.148
Si	4.146	4.128	2.87	0.066	0.007	0.089
Si	1.321	6.766	2.814	0.022	0.045	0.054
Si	4.04	9.514	2.791	-0.051	-0.06	0.054
Si	1.335	12.256	2.695	0.008	0	-0.062
Si	4.053	14.963	2.701	0.024	-0.009	0.1
Si	6.794	1.34	2.759	0.031	-0.001	-0.018
Si	9.527	4.031	2.926	-0.013	-0.061	0.175
Si	6.79	6.773	2.755	0.006	0.02	-0.071
Si	9.481	9.517	2.747	-0.009	0.036	-0.036
Si	6.758	12.27	2.824	-0.011	0.001	0.055
Si	9.556	14.997	2.832	0.01	0.016	0.134
Si	12.228	1.353	2.782	0.026	-0.008	0.048
Si	14.929	4.086	2.838	-0.032	0.037	-0.003
Si	12.219	6.814	2.888	-0.036	-0.001	0.1
Si	15.011	9.604	2.836	0.003	0.029	0.138
Si	12.193	12.193	2.773	-0.003	-0.005	0.06
Si	14.89	14.926	2.808	-0.051	0.039	0.047
Si	16.286	-0.057	4.209	0.103	-0.032	-0.071
Si	2.75	2.712	4.187	-0.029	-0.046	-0.047
Si	16.295	5.429	4.207	0.024	0.024	0.028
Si	2.683	8.15	4.185	0.007	0.084	-0.105
Si	16.364	10.943	4.19	-0.103	-0.059	0.014
Si	2.7	13.599	4.096	0.034	0.013	0.011
Si	5.41	-0.016	4.127	0.048	0.023	-0.03
Si	8.127	2.662	4.226	0.053	0.043	-0.085
Si	5.473	5.483	4.231	-0.092	-0.056	0.005
Si	8.137	8.151	4.132	0.019	-0.014	0.045
Si	5.406	10.874	4.184	0.04	0.002	-0.078
Si	8.161	13.622	4.178	-0.039	-0.054	-0.049
Si	10.892	0.026	4.212	-0.074	-0.023	-0.015
Si	13.58	2.7	4.183	0.015	0.014	0.001
Si	10.87	5.435	4.264	0.039	0.036	-0.075
Si	13.624	8.207	4.191	-0.059	-0.06	-0.06
Si	10.836	10.852	4.158	0.044	0.038	0.021
Si	13.541	13.56	4.184	0.035	0.068	-0.097
Si	17.653	-1.368	16.537	-0.007	0.018	0.019
Si	4.053	1.35	16.509	-0.024	0.015	0.033
Si	17.668	4.078	16.552	-0.004	0.01	0.067
Si	4.096	6.794	16.554	0.015	-0.022	0.047
Si	17.696	9.539	16.539	-0.028	-0.035	0.021
Si	4.064	12.221	16.53	0.031	0.02	0.027
Si	6.799	-1.361	16.544	-0.046	-0.015	0.019
Si	9.487	1.355	16.552	0.02	0.03	0.022
Si	6.805	4.104	16.558	0.007	-0.01	0.037
Si	9.538	6.811	16.561	-0.012	-0.021	0.047
Si	6.816	9.512	16.551	0.003	0.009	0.031
Si	9.515	12.201	16.547	0.003	0.018	0.008
Si	12.219	-1.381	16.542	0.024	-0.011	0.026
Si	14.949	1.366	16.552	-0.022	-0.019	0.045
Si	12.235	4.088	16.572	-0.03	-0.046	0.046
Si	14.933	6.789	16.564	0.017	0.032	0.045
Si	12.228	9.492	16.593	0.005	0.029	0.068
Si	14.939	12.216	16.54	0.031	-0.011	0.043
Si	2.665	0.031	17.895	0.055	-0.073	0.085
Si	5.432	2.692	17.863	-0.071	0.026	-0.01
Si	2.754	5.406	17.917	-0.05	0.029	0.077
Si	5.443	8.183	17.929	0.042	-0.025	0.001
Si	2.725	10.887	17.951	0.001	0	0.002
Si	5.432	13.576	17.881	-0.011	0.008	0.081
Si	8.138	-0.003	17.947	0.022	-0.006	-0.026
Si	10.838	2.729	17.915	0.03	-0.021	0.124
Si	8.151	5.504	17.938	0.07	-0.029	0.102
Si	10.899	8.112	18.006	-0.059	0.02	-0.024
Si	8.215	10.811	17.949	-0.081	0.052	0.109
Si	10.845	13.58	17.912	-0.009	-0.069	0.001
Si	13.588	-0.022	17.898	-0.05	0.061	0.084
Si	16.286	2.744	17.945	0.081	-0.035	-0.037
Si	13.583	5.439	17.984	0.022	0.016	-0.03
Si	16.318	8.181	17.874	0.019	0.02	0.093
Si	13.584	10.878	17.946	0.02	-0.061	0.076
Si	16.32	13.552	17.903	-0.058	0.069	-0.007
Si	17.657	1.407	19.322	0.018	0.02	-0.026
Si	4.13	4.016	19.291	-0.043	-0.011	-0.072
Si	17.696	6.824	19.218	0.019	0.028	-0.268
Si	4.102	9.534	19.322	0.043	0.045	-0.083
Si	17.669	12.231	19.329	0.012	0.006	-0.02
Si	4.025	-1.377	19.215	-0.073	0.007	-0.099
Si	6.736	1.36	19.28	-0.02	-0.036	-0.019
Si	9.505	4.134	19.307	0.017	0.01	-0.123
Si	6.816	6.89	19.347	0.07	0.072	-0.058
Si	9.541	9.437	19.417	-0.051	0.057	0.034
Si	6.82	12.207	19.243	0.065	0.002	-0.156
Si	9.491	-1.396	19.301	-0.012	-0.025	-0.083
Si	12.186	1.32	19.268	-0.066	-0.071	-0.124
Si	14.931	4.078	19.356	-0.001	-0.08	0
Si	12.266	6.78	19.423	-0.042	0.007	0.069
Si	14.99	9.525	19.309	0.111	0.048	-0.013
Si	12.173	12.219	19.309	-0.044	-0.013	-0.119
Si	14.96	-1.4	19.249	0.019	-0.058	-0.177
Si	16.285	-0.029	20.614	0.019	0.001	0.186
Si	2.774	2.702	20.738	0.008	-0.122	0.264
Si	16.374	5.481	20.604	-0.041	0.061	0.155
Si	2.71	8.17	20.619	-0.121	-0.071	0.164
Si	16.332	10.907	20.743	-0.077	-0.054	0.288
Si	2.68	-2.686	20.665	0.056	0.031	0.294
Si	5.381	-0.064	20.592	0.02	-0.097	0.199
Si	8.054	2.785	20.593	0.012	0.161	0.179
Si	5.474	5.451	20.596	-0.005	-0.099	0.254
Si	8.132	8.178	20.908	-0.107	0.123	0.174
Si	5.491	10.897	20.66	-0.053	0.048	0.177
Si	8.161	-2.781	20.65	-0.147	0.013	0.275
Si	10.82	-0.061	20.681	0.147	0.032	0.305
Si	13.521	2.667	20.661	-0.044	-0.022	0.152
Si	10.868	5.433	20.807	-0.015	-0.122	0.042
Si	13.694	8.155	20.741	0.089	0.022	0.133
Si	10.929	10.807	20.768	0.033	0.029	0.15
Si	13.53	-2.696	20.595	0.053	0.053	0.275
Si	17.828	-1.112	22.032	-0.019	0.04	0.215
Si	3.863	0.984	22.048	0.103	0.21	0.198
Si	17.967	4.415	21.926	0.019	-0.151	0.399
Si	3.883	6.586	21.873	0.156	0.041	0.393
Si	17.53	9.292	22.047	0.061	0.053	0.207
Si	4.31	12.476	21.922	0.022	0.053	0.11
Si	6.493	-1.663	21.918	-0.004	0.035	0.115
Si	9.528	1.53	21.844	-0.008	0.075	0.223
Si	7.031	4.392	22.038	-0.229	-0.15	0.289
Si	9.318	6.555	22.199	0.065	0.037	0.27
Si	6.998	9.919	22.215	-0.098	-0.146	0.244
Si	9.346	12.011	22.022	0.064	0.04	0.158
Si	12.429	-1.193	22.065	-0.132	-0.046	0.208
Si	14.635	1.02	21.909	0.082	0.114	0.212
Si	11.866	3.656	22.037	0.128	-0.109	0.437
Si	15.335	7.017	22.054	-0.088	-0.193	0.414
Si	12.662	9.785	22.092	-0.062	-0.155	0.285
Si	14.7	12.157	21.979	0.011	0.006	0.158
Si	9.312	-2.984	29.839	-0.118	0.345	-0.327
Si	9.765	8.752	29.387	0.169	-0.104	-0.392
Si	5.145	4.694	31.235	0.159	-0.247	-0.582
Si	16.482	-2.932	24.08	-0.032	0.133	0.529
Si	18.703	11.247	24.019	0.18	-0.047	0.477
Si	8.362	0.436	26.982	0.214	0.238	0.473
Si	10.619	-0.475	31.116	0.059	-0.159	-0.483
Si	3.387	0.706	27.577	-0.049	-0.077	0.174
Si	17.501	-1.932	32.107	-0.079	-0.144	-0.323
Si	15.201	1.75	24.827	-0.146	-0.161	0.508
Si	8.024	1.172	31.12	-0.089	0.064	-0.555
Si	7.015	-1.078	29.325	-0.078	-0.112	-0.169
Si	4.602	7.059	24.766	-0.118	-0.165	0.45
Si	11.935	3.251	32.336	-0.187	-0.157	-0.64
Si	14.255	-0.186	26.812	-0.161	0.001	0.353
Si	3.867	11.638	26.607	0.187	0.187	0.521
Si	17.887	2.605	28.953	-0.143	0	-0.008
Si	13.292	6.527	29.902	-0.288	0.145	-0.524
Si	14.236	5.467	32.365	0.186	0.195	-0.473
Si	19.767	0.149	32.321	0.246	0.123	-0.295
Si	14.881	2.268	28.752	0.102	0.107	0.03
Si	17.643	5.725	28.706	-0.009	-0.132	-0.08
Si	8.038	3.424	27.17	0.028	-0.147	0.229
Si	4.115	1.927	30.11	-0.167	0.17	-0.421
Si	14.704	5.235	27.669	0.04	-0.109	0.185
Si	13.112	11.082	27.198	0.032	0.138	0.241
Si	12.471	3.21	25.073	-0.225	-0.09	0.5
Si	10.379	-3.831	26.956	0.012	-0.326	0.458
Si	8.877	9.814	26.593	0.08	0.124	0.285
Si	7.925	4.277	30.143	0.066	0.052	-0.415
Si	18.117	6.312	25.914	-0.011	-0.056	0.312
Si	7.45	8.859	31.554	0.073	-0.111	-0.594
Si	5.935	4.192	24.976	0.183	0.041	0.462
Si	10.563	-2.401	24.198	0.08	-0.15	0.396
Si	15.426	-3.091	27.026	-0.378	-0.009	0.52
Si	8.248	-0.21	24.014	-0.18	0.145	0.341
Si	11.466	1.002	26.879	0.037	0.078	0.34
Si	6.001	9.7	25.303	0.118	0.09	0.524
Si	16.633	-3.867	29.894	0.223	-0.172	-0.429
Si	4.023	1.876	24.88	-0.039	-0.063	0.583
Si	12.79	9.599	29.895	-0.142	-0.165	-0.476
Si	19.243	6.802	31.097	-0.03	0.031	-0.524
Si	10.468	5.827	29.584	-0.17	0.023	-0.241
Si	10.308	7.314	25.197	-0.003	-0.133	0.688
Si	14.481	11.197	31.892	-0.036	-0.026	-0.467
Si	3.184	11.574	29.515	-0.059	0.013	-0.122
Si	12.882	8.741	25.061	0.07	0.063	0.515
Si	8.948	11.365	32.156	0.1	0.056	-0.429
Si	15.199	6.77	25.049	-0.022	-0.15	0.547
Si	12.225	1.694	29.865	0.223	-0.216	-0.46
Si	4.139	-2.171	28.304	0.008	0.127	-0.05
Si	4.622	9.368	31.199	-0.188	0.19	-0.716
Si	10.614	4.734	26.777	-0.032	-0.03	0.184
Si	17.621	3.423	24.744	0.161	0.153	0.564
Si	1.358	14.918	5.549	-0.071	0.019	-0.043
Si	4.089	1.342	5.555	-0.003	0.009	-0.031
Si	1.36	4.063	5.553	-0.003	0.011	-0.015
Si	4.065	6.817	5.572	0.041	0.029	-0.031
Si	1.355	9.535	5.562	0.012	-0.039	-0.03
Si	4.042	12.251	5.53	-0.005	-0.056	-0.068
Si	6.776	14.966	5.538	0.001	-0.006	-0.058
Si	9.508	1.343	5.596	-0.009	-0.007	-0.01
Si	6.797	4.071	5.583	0.015	0.004	-0.033
Si	9.483	6.816	5.57	0.028	-0.03	-0.04
Si	6.788	9.509	5.538	-0.02	0.039	-0.065
Si	9.503	12.235	5.547	-0.002	0.007	-0.052
Si	12.224	14.949	5.57	0.016	-0.007	-0.03
Si	14.944	1.344	5.563	0.024	0.004	-0.044
Si	12.242	4.057	5.59	-0.037	0.012	-0.008
Si	14.953	6.814	5.571	0.005	0.009	-0.029
Si	12.222	9.53	5.555	0	-0.011	-0.023
Si	14.95	12.248	5.56	0.008	0.024	-0.047
Si	2.713	-0.02	6.916	0.006	0.006	0.006
Si	5.431	2.708	6.942	-0.009	0.002	0.001
Si	2.712	5.435	6.931	-0.009	-0.008	-0.008
Si	5.432	8.169	6.936	-0.031	-0.007	0.013
Si	2.713	10.889	6.931	-0.002	-0.002	0.02
Si	5.416	13.599	6.909	0.014	0.011	0.003
Si	8.136	-0.019	6.942	0.018	0.012	0.006
Si	10.869	2.709	6.957	-0.013	0.02	0.006
Si	8.15	5.438	6.949	0.005	-0.007	0.006
Si	10.865	8.166	6.932	0.003	0.001	-0.004
Si	8.143	10.875	6.918	0.02	-0.016	0.005
Si	10.86	13.589	6.933	-0.008	0.013	0.004
Si	13.589	-0.013	6.941	0.007	-0.011	0.007
Si	16.314	2.707	6.929	0.009	-0.007	-0.012
Si	13.599	5.439	6.941	0.007	-0.012	-0.003
Si	16.316	8.172	6.937	-0.026	0.011	0.008
Si	13.59	10.883	6.93	-0.008	-0.01	0
Si	16.311	13.59	6.941	0.012	-0.003	0.025
Si	1.355	1.344	8.298	-0.015	0.009	-0.004
Si	4.068	4.073	8.307	-0.009	-0.015	0.007
Si	1.354	6.801	8.304	0.015	0.01	0.002
Si	4.073	9.529	8.306	0.028	0.016	0.003
Si	1.348	12.232	8.313	-0.032	-0.024	0.005
Si	4.07	14.952	8.303	-0.005	-0.001	-0.01
Si	6.79	1.352	8.317	0.021	0.019	-0.003
Si	9.512	4.079	8.32	0.023	0.011	0.009
Si	6.784	6.8	8.311	-0.01	-0.014	0.004
Si	9.506	9.525	8.303	0.012	0.003	-0.002
Si	6.78	12.238	8.289	-0.01	-0.015	-0.009
Si	9.501	14.945	8.311	-0.03	-0.025	0.006
Si	12.23	1.345	8.319	-0.01	-0.003	0.003
Si	14.96	4.074	8.306	0.008	0.018	0.005
Si	12.228	6.799	8.303	-0.013	-0.022	0.001
Si	14.948	9.522	8.308	-0.014	-0.03	0.007
Si	12.229	12.238	8.307	0.021	0.024	-0.003
Si	14.954	14.953	8.313	0.021	0.027	0
Si	16.312	-0.004	9.682	-0.002	-0.006	0.001
Si	2.707	2.711	9.677	0.004	0.008	-0.001
Si	16.316	5.438	9.679	-0.008	-0.011	0.01
Si	2.715	8.161	9.678	-0.003	-0.01	-0.005
Si	16.309	10.874	9.687	0.012	0.012	0.005
Si	2.71	13.594	9.681	-0.001	0.002	-0.003
Si	5.427	-0.009	9.683	0	0.001	0.003
Si	8.151	2.714	9.687	-0.014	-0.002	0.003
Si	5.427	5.435	9.682	0.003	0.005	0.003
Si	8.151	8.159	9.678	0.005	-0.004	0.001
Si	5.434	10.882	9.679	-0.015	-0.003	-0.001
Si	8.14	13.587	9.679	0.024	0.016	-0.002
Si	10.863	-0.014	9.686	0.005	0.008	0
Si	13.593	2.715	9.68	-0.002	-0.004	0.001
Si	10.876	5.439	9.684	-0.006	-0.004	0.009
Si	13.591	8.156	9.677	0.006	0.012	0.002
Si	10.87	10.877	9.679	-0.007	-0.006	0.006
Si	13.589	13.595	9.684	-0.005	-0.008	-0.003
Si	1.35	-1.365	11.054	-0.003	0.003	-0.005
Si	4.068	1.355	11.055	-0.002	0.002	-0.008
Si	1.351	4.076	11.055	0	0	-0.001
Si	4.071	6.799	11.055	0	-0.004	0.004
Si	1.351	9.513	11.059	-0.013	-0.001	0.004
Si	4.071	12.234	11.055	0.009	0.003	-0.001
Si	6.789	-1.367	11.057	-0.012	0.001	-0.004
Si	9.511	1.353	11.061	0.005	-0.002	0.005
Si	6.791	4.078	11.057	0.001	-0.005	0.003
Si	9.513	6.798	11.051	0.006	-0.003	0
Si	6.795	9.52	11.052	0.001	-0.004	0
Si	9.508	12.233	11.054	-0.009	0.001	-0.001
Si	12.227	-1.369	11.062	-0.001	0.004	0.003
Si	14.948	1.355	11.056	0.007	0.013	0
Si	12.235	4.076	11.056	0	0	0.005
Si	14.952	6.796	11.053	0.002	-0.009	-0.001
Si	12.231	9.514	11.051	0.002	-0.007	-0.001
Si	14.948	12.233	11.058	0.004	-0.003	0
Si	2.709	-0.006	12.428	-0.006	0.005	0
Si	5.427	2.718	12.428	0.004	-0.011	-0.005
Si	2.709	5.441	12.43	0.01	-0.007	0.002
Si	5.441	8.154	12.425	-0.01	0.012	-0.006
Si	2.715	10.872	12.432	-0.001	0.005	-0.002
Si	5.431	13.59	12.428	-0.008	0.002	-0.008
Si	8.149	-0.007	12.435	0.002	-0.002	-0.001
Si	10.873	2.717	12.432	0.001	0.001	0.002
Si	8.159	5.436	12.427	-0.012	0.009	0.003
Si	10.874	8.153	12.425	-0.009	-0.004	0.002
Si	8.156	10.873	12.431	0.016	-0.003	0.002
Si	10.869	13.586	12.434	-0.009	0.01	-0.003
Si	13.583	-0.001	12.432	0.002	-0.01	-0.003
Si	16.305	2.719	12.427	-0.01	-0.005	-0.004
Si	13.593	5.438	12.43	0.008	-0.001	0.001
Si	16.311	8.152	12.433	-0.001	-0.007	-0.002
Si	13.593	10.866	12.43	-0.007	0.014	0.003
Si	16.306	13.599	12.426	0.015	-0.001	-0.006
Si	17.662	1.354	13.795	0.017	-0.002	-0.009
Si	4.072	4.083	13.802	-0.017	0.012	-0.004
Si	17.671	6.798	13.813	-0.015	0.002	0.002
Si	4.082	9.509	13.801	0.018	-0.022	-0.001
Si	17.667	12.237	13.795	-0.021	0.013	0
Si	4.07	-1.37	13.796	0.014	-0.011	-0.007
Si	6.789	1.363	13.803	-0.026	0.014	-0.007
Si	9.519	4.081	13.807	0.004	-0.021	0.004
Si	6.807	6.8	13.8	0.02	-0.031	-0.001
Si	9.52	9.512	13.801	-0.019	0.009	0
Si	6.793	12.232	13.801	-0.021	0.026	-0.003
Si	9.509	-1.373	13.808	0.012	0	0
Si	12.227	1.36	13.814	-0.005	-0.002	0.004
Si	14.951	4.079	13.807	0.001	-0.007	-0.004
Si	12.231	6.795	13.803	-0.003	0.01	-0.004
Si	14.947	9.505	13.81	0.022	0.004	0.004
Si	12.229	12.218	13.805	0.023	-0.02	0
Si	14.941	-1.366	13.801	-0.008	0.021	-0.005
Si	16.298	-0.001	15.17	-0.004	-0.018	0.005
Si	2.696	2.723	15.16	-0.006	-0.023	-0.013
Si	16.304	5.44	15.187	0.021	-0.009	-0.002
Si	2.727	8.154	15.181	-0.003	0.014	0.001
Si	16.313	10.873	15.168	0.003	0.008	-0.016
Si	2.706	13.595	15.168	0.011	0.011	0.007
Si	5.432	-0.011	15.164	-0.003	-0.008	-0.006
Si	8.147	2.73	15.177	0.014	-0.013	-0.006
Si	5.445	5.442	15.168	-0.011	0.014	0.005
Si	8.17	8.154	15.179	-0.001	0.015	-0.022
Si	5.444	10.865	15.176	0	0.015	-0.007
Si	8.154	13.58	15.182	-0.017	-0.014	0.007
Si	10.86	-0.005	15.182	-0.006	0.003	0.007
Si	13.587	2.727	15.186	0.019	0.009	0.001
Si	10.88	5.439	15.187	-0.007	0	-0.02
Si	13.58	8.149	15.191	-0.005	-0.027	-0.004
Si	10.885	10.849	15.188	-0.012	0.02	-0.011
Si	13.585	13.585	15.17	-0.014	0.005	-0.005
O	2.662	-0.043	22.561	0.082	0.185	-0.311
O	18.185	-3.124	32.984	-0.146	-0.131	0.364
O	7.218	4.061	25.945	-0.146	0.269	-0.288
O	7.649	10.378	32.115	-0.176	0.227	0.425
O	11.912	-2.473	33.716	0.009	-0.029	0.216
O	17.476	12.204	23.607	0.045	-0.046	-0.471
O	7.729	4.295	28.513	-0.027	0.062	-0.023
O	8.204	10.976	22.629	0.147	-0.123	-0.258
O	19.187	1.428	33.128	0.034	-0.084	0.043
O	2.794	5.488	22.529	0.022	0.055	-0.523
O	13.514	-0.034	22.559	0.113	0.185	-0.342
O	10.663	2.583	22.403	-0.116	-0.164	-0.415
O	19.883	-4.896	33.762	-0.174	-0.09	0.545
O	15.382	1.679	23.224	0.236	-0.058	-0.336
O	11.512	2.828	30.801	0.024	0.425	0.473
O	14.53	0.42	33.701	-0.108	-0.143	0.464
O	7	-0.95	23.306	0.056	-0.131	-0.088
O	3.518	-3.136	29.472	-0.232	-0.17	0.341
O	17.989	4.696	25.697	-0.178	-0.233	-0.047
O	11.737	1.809	28.298	-0.151	-0.03	0.111
O	9.541	11.266	26.273	-0.114	-0.003	-0.534
O	13.979	2.7	25.299	0.142	0.24	-0.012
O	18.313	1.578	27.731	-0.049	0.069	-0.142
O	10.044	7.236	28.877	0.218	-0.128	0.087
O	11.813	11.992	27.536	-0.246	0.277	-0.056
O	16.497	2.497	25.469	0.072	0.119	0.017
O	7.88	1.105	32.744	-0.219	0.284	0.889
O	5.396	-2.747	22.542	-0.02	0.115	-0.333
O	16.298	-3.491	28.342	0.15	-0.079	-0.079
O	13.455	10.27	28.562	-0.077	-0.217	-0.007
O	6.932	0.222	30.321	-0.143	0.143	0.473
O	9.077	5.887	33.66	-0.112	-0.043	0.605
O	11.779	8.563	33.625	-0.062	0.01	0.4
O	17.113	-1.55	23.477	0.083	-0.008	-0.206
O	10.883	4.867	28.362	-0.047	-0.073	0.102
O	10.435	-1.947	30.425	0.004	0.125	0.35
O	14.355	12.031	26.771	-0.102	0.046	-0.446
O	3.746	11.744	23.288	0.08	-0.043	-0.218
O	17.139	3.945	23.283	-0.263	0.262	-0.47
O	6.082	8.845	30.638	0.165	-0.205	-0.005
O	4.694	7.287	23.154	-0.02	0.11	-0.309
O	13.902	-3.958	32.876	-0.116	0.113	0.402
O	10.039	12.606	23.397	0.1	-0.048	-0.124
O	7.407	7.763	32.763	0.18	-0.38	0.338
O	8.687	1.132	23.213	0.033	0.068	-0.275
O	11.882	7.551	25.552	0.147	-0.223	0.029
O	14.401	8.183	25.26	0.132	0.097	-0.27
O	13.82	2.051	29.959	-0.093	-0.027	0.055
O	14.557	3.628	27.912	-0.093	-0.023	-0.247
O	10.184	10.551	32.858	-0.021	-0.16	0.106
O	9.587	3.477	26.67	-0.056	-0.22	-0.004
O	7.314	9.819	26.239	-0.094	-0.066	0.023
O	7.98	2.734	30.649	-0.08	-0.278	0.211
O	12.366	9.053	23.549	-0.032	-0.03	-0.616
O	7.763	0.189	25.506	-0.274	-0.174	-0.689
O	17.259	3.082	33.717	0.07	0.124	0.627
O	3.034	6.973	25.139	-0.022	0.374	-0.27
O	13.682	6.826	33.066	-0.137	0.205	0.356
O	15.651	4.979	32.979	-0.003	0.174	0.323
O	9.99	0.344	26.962	-0.007	-0.058	-0.206
O	18.145	4.172	28.61	-0.02	0.104	0.042
O	11.96	-1.896	23.508	0.059	-0.03	-0.292
O	9.043	9.569	28.192	0.089	0.039	0.173
O	8.467	-3.678	33.029	0.071	0.055	-0.001
O	12.617	-0.16	26.769	0.098	-0.038	-0.202
O	4.147	10.808	30.578	0.04	-0.215	0.435
O	17.966	6.434	30.136	-0.121	0.114	0.37
O	10.526	-0.559	32.74	0.012	-0.218	0.557
O	4.653	1.347	23.478	-0.013	-0.049	-0.436
O	4.383	0.694	31.109	-0.261	-0.407	0.553
O	14.444	5.803	30.781	0.069	0.025	0.57
O	4.959	3.244	30.499	0.267	-0.059	0.399
O	4.237	-3.1	26.942	0.084	-0.39	-0.328
O	9.526	-1.185	24.022	0.228	0.244	-0.055
O	16.991	-2.49	30.667	-0.087	0.409	0.634
O	17.919	11.425	29.895	-0.119	-0.169	0.34
O	12.431	1.905	33.105	-0.06	0.07	0.08
O	7.763	1.858	27.514	0.005	0.013	0.096
O	10.602	3.909	32.974	-0.061	-0.182	0.298
O	6.338	-2.356	33.761	0.208	0.221	0.873
O	7.832	-0.716	27.972	0.281	-0.143	-0.331
O	3.495	10.934	28.039	0.221	-0.251	-0.101
O	6.262	3.872	23.415	-0.064	-0.313	-0.395
O	18.888	2.458	24.505	-0.18	-0.045	-0.182
O	16.049	5.777	28.41	-0.002	-0.102	-0.232
O	13.468	6.047	28.355	-0.005	-0.008	0.075
O	5.116	10.947	25.855	0.149	0.056	-0.395
O	9.878	6.009	26.078	-0.347	0.24	-0.244
O	14.918	6.281	23.51	0.144	0.301	-0.65
O	3.451	8.316	30.78	0.116	-0.076	0.152
O	4.422	-0.739	33.235	-0.139	0.079	0.247
O	9.57	-3.243	28.245	0.016	0.191	-0.159
O	5.26	8.281	25.61	0.017	-0.047	-0.103
O	14.671	-1.672	27.306	-0.117	0.078	-0.17
O	12.756	10.082	25.974	-0.308	-0.009	-0.217
O	4.884	9.462	32.801	0.045	-0.184	0.716
O	4.11	5.782	30.62	0.215	-0.07	-0.026
O	9.998	7.093	23.617	0.004	-0.186	-0.745
O	16.356	2.368	29.415	-0.147	0.17	-0.023
O	6.389	2.975	33.786	0.001	0.153	0.254
O	8.207	5.399	22.658	-0.008	0.344	-0.409
O	18.298	9.763	23.461	0.066	-0.005	-0.324
O	18.38	6.561	27.512	0.04	0.069	0.001
O	15.071	-3.292	23.353	0.057	0.262	-0.43
O	13.675	11.002	22.585	-0.102	0.045	-0.531
O	14.947	0.226	25.391	0.351	0.231	-0.36
O	13.455	8.128	29.998	0.056	0.055	0.269
O	11.981	0.186	30.471	0.004	-0.059	0.138
O	16.239	-1.341	32.941	-0.096	-0.138	0.129
O	18.861	6.714	32.685	-0.01	0.18	0.632
O	16.408	8.184	22.562	0.032	-0.031	-0.231
O	7.82	-2.323	30.019	-0.051	0.103	0.105
O	4.813	4.707	32.822	-0.274	-0.182	0.675
O	9.533	8.642	25.701	0.16	-0.161	-0.315
O	18.898	11.397	25.636	-0.265	-0.033	-0.412
O	11.543	1.924	25.527	0.06	0.063	-0.298
O	14.709	5.588	26.079	-0.217	0.075	-0.394
O	16.766	7.054	25.394	-0.255	0.129	-0.259
O	8.764	8.583	30.637	-0.166	-0.063	0.335
O	12.044	4.412	26.091	0.328	-0.179	-0.365
O	5.554	-1.605	28.858	0.108	-0.063	0.073
O	11.164	9.496	29.778	0.06	-0.035	-0.024
O	17.18	8.532	33.638	0.062	0.098	0.342
O	13.158	4.284	32.519	0.075	0.019	-0.012
O	14.812	0.93	27.85	-0.031	-0.181	0.078
O	18.835	2.254	30.221	0.101	-0.009	0.266
O	11.808	6.092	30.474	0.123	-0.038	0.256
O	13.199	10.452	31.209	0.145	-0.037	0.374
O	15.385	10.188	32.797	0.205	0.04	0.382
O	4.888	3.082	25.527	-0.111	-0.007	0.01
O	3.189	-0.867	27.997	-0.166	-0.1	-0.008
O	12.393	3.871	23.596	0.028	0.222	-0.578
O	16.357	-2.901	25.708	0.282	0.088	-0.537
O	4.471	1.442	28.578	0.14	0.064	0.055
O	10.673	-2.733	25.795	0.09	0.457	-0.406
O	6.288	9.714	23.705	0.019	-0.231	-0.785
O	9.279	5.145	30.458	0.104	-0.169	0.112
O	6.695	5.074	30.863	0.074	-0.054	0.38
O	9.448	0.55	30.638	0.05	0.144	-0.014
O	15.374	11.762	30.646	-0.325	-0.113	0.324
O	18.554	-0.755	31.756	-0.147	-0.081	-0.173
O	3.907	0.72	26.037	0.011	0.179	-0.302
O	5.351	5.685	25.195	-0.073	0.171	0.057
O	9.378	-4.389	30.671	0.071	-0.372	0.512

Results
total energy: -101659.412 eV
total energy less fixed offsets of O -438.35, Si -107.03 eV per atom: -6.212 eV
